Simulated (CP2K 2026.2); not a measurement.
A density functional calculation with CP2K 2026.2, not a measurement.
Periodic cell of 534 atoms, Si358O176, from a study of silicon, its oxide and their interface. The atomic structure is a simulated model.
Doubt: the forces sum to 0.93 eV/angstrom along one axis rather than to zero, so they err by at least 0.0017 eV/angstrom per atom on average; the grid cutoff is modest.

Settings: functional PBE; method Gaussian and plane waves; basis set DZVP-MOLOPT-SR-GTH; pseudopotentials GTH-PBE; grid cutoff 350 Ry, relative cutoff 50 Ry; k points Gamma only; occupations fixed; spin none; net charge 0.

Cell vectors (angstrom)
a 16.4025 0 0
b 0 16.4025 0
c 0 0 35.2882

Atoms and the computed forces on them: element, x, y, z (angstrom), force x, y, z (eV/angstrom)
Si 16.084 0.59 34.852 0.225 -0.045 0.421
Si 2.516 2.759 35.015 0.157 0.287 0.636
Si 15.742 6.103 35.171 -0.129 0.128 0.004
Si 2.829 8.036 35.197 0.096 -0.081 -0.129
Si 16.033 11.169 35.281 0.079 0.093 -0.12
Si 2.895 13.37 0.126 -0.023 -0.109 -0.359
Si 5.571 16.169 35.194 -0.019 -0.096 0.373
Si 8.346 2.581 35.054 -0.138 -0.031 0.256
Si 5.031 5.81 0.026 -0.038 0.063 -0.071
Si 8.655 7.882 35.178 -0.3 0.22 -0.081
Si 5.188 11.075 0.416 -0.048 -0.192 -0.421
Si 7.627 13.701 35.158 0.058 -0.334 0.12
Si 10.511 0.263 35.019 -0.021 -0.027 0.337
Si 13.628 2.658 35.097 0.045 -0.028 0.161
Si 10.83 5.511 35.189 -0.189 0.066 -0.028
Si 13.584 8.214 0.357 0.001 0.07 -0.406
Si 11.453 10.361 0.103 0.073 -0.055 -0.215
Si 14.009 13.488 0.012 0.034 -0.22 -0.023
Si 1.152 1.541 1.207 0.192 -0.065 -0.41
Si 3.929 4.096 1.212 -0.115 0.094 -0.324
Si 1.167 6.926 1.221 0.098 -0.015 -0.219
Si 3.969 9.434 1.452 -0.056 0.041 -0.246
Si 1.234 12.292 1.37 -0.07 -0.14 -0.29
Si 3.982 15.083 1.3 0.157 0.081 -0.187
Si 6.733 1.44 1.14 0.108 -0.099 -0.174
Si 9.541 4.026 1.235 -0.007 0.062 -0.271
Si 6.817 6.883 1.196 0.118 0.024 -0.213
Si 9.651 9.467 1.336 0.03 -0.028 -0.052
Si 6.771 12.282 1.55 0.083 0.198 -0.167
Si 9.463 14.919 1.037 -0.169 0.071 -0.263
Si 12.119 1.407 1.154 -0.107 -0.151 -0.198
Si 14.842 4.247 1.159 0.059 -0.076 -0.25
Si 12.22 6.701 1.449 -0.069 0.098 -0.253
Si 14.989 9.653 1.503 0.062 0.09 -0.263
Si 12.401 12.236 1.277 -0.013 -0.06 -0.249
Si 15.192 15.148 1.153 -0.122 -0.028 -0.394
Si 16.243 2.874 2.59 -0.177 0.067 -0.005
Si 2.576 0.1 2.557 0.045 0.001 -0.041
Si 16.384 8.262 2.748 0.095 0.003 0.139
Si 2.55 5.463 2.586 -0.07 -0.018 -0.029
Si 16.395 13.774 2.691 0.019 0.059 -0.043
Si 2.605 10.889 2.716 0.058 0.068 0.235
Si 5.371 2.777 2.552 0.076 -0.038 0.028
Si 8.139 16.383 2.522 -0.067 -0.089 -0.169
Si 5.485 8.175 2.7 0.072 -0.114 0.041
Si 8.124 5.421 2.577 -0.004 0.06 -0.03
Si 5.366 13.724 2.745 -0.117 0.08 0.305
Si 8.257 10.891 2.687 0.092 -0.11 -0.041
Si 10.877 2.722 2.648 0.066 -0.024 0.138
Si 13.605 0.004 2.477 0.06 0.183 -0.08
Si 10.89 8.111 2.776 -0.186 -0.111 0.229
Si 13.594 5.409 2.755 0.032 -0.058 0.192
Si 10.899 13.631 2.498 -0.016 0.058 -0.147
Si 13.643 10.986 2.823 -0.024 0.102 0.18
Si 1.252 4.122 4.025 0.072 0.074 -0.015
Si 4.027 1.393 3.931 -0.057 0.079 0.015
Si 1.324 9.567 4.16 -0.018 0.007 -0.118
Si 4.036 6.782 3.976 0.051 -0.039 -0.083
Si 1.36 15.108 4.038 -0.06 -0.025 0.013
Si 4.014 12.289 4.061 0.03 0.042 -0.188
Si 6.765 4.074 3.966 0.017 0.008 0.027
Si 9.508 1.323 3.963 -0.06 -0.037 -0.067
Si 6.842 9.559 4.044 -0.075 -0.009 0.053
Si 9.473 6.744 4.062 0.078 0.116 -0.132
Si 6.8 15.084 4.029 -0.018 0.049 -0.21
Si 9.596 12.31 3.986 0.009 -0.009 0.073
Si 12.234 4.038 4.081 -0.009 0.033 -0.042
Si 14.929 1.395 3.935 -0.034 0.003 -0.18
Si 12.269 9.537 4.102 -0.013 0.066 -0.064
Si 14.987 6.835 4.048 0.083 -0.03 -0.065
Si 12.258 15.029 3.891 0.051 -0.065 0.002
Si 15.036 12.396 4.085 -0.138 -0.074 -0.029
Si 0.013 16.397 10.852 -0.011 -0.01 -0.001
Si 2.755 2.729 10.855 -0.018 -0.017 0
Si 0.009 5.472 10.863 -0.009 0.02 0
Si 2.759 8.218 10.858 -0.009 -0.025 0.011
Si 0.03 10.95 10.848 -0.009 -0.023 0.007
Si 2.757 13.667 10.835 -0.018 -0.02 -0.003
Si 5.471 16.385 10.841 0.005 -0.003 0
Si 8.189 2.707 10.849 0.014 -0.016 -0.004
Si 5.477 5.467 10.856 0.007 -0.04 -0.002
Si 8.201 8.189 10.851 0.016 -0.014 0.005
Si 5.485 10.938 10.86 -0.008 -0.006 0.015
Si 8.202 13.65 10.865 0.009 -0.006 0.002
Si 10.922 16.369 10.869 0.018 -0.01 0
Si 13.665 2.712 10.861 0.025 0.012 -0.009
Si 10.919 5.446 10.846 0.004 -0.009 -0.01
Si 13.676 8.196 10.848 0.012 -0.015 -0.01
Si 10.929 10.92 10.863 0.013 -0.021 0.004
Si 13.668 13.649 10.861 0.01 -0.017 -0.005
Si 1.406 1.346 12.212 -0.005 0.028 0.008
Si 4.135 4.09 12.219 0.024 0.09 -0.013
Si 1.39 6.857 12.214 -0.004 -0.031 0.003
Si 4.137 9.571 12.241 -0.035 0.005 0.016
Si 1.424 12.295 12.222 0.016 0.049 0.012
Si 4.129 15.008 12.218 0.011 0.023 -0.008
Si 6.84 1.333 12.219 -0.031 0.012 -0.015
Si 9.549 4.083 12.212 0.02 -0.002 0
Si 6.84 6.834 12.228 0.018 0.009 -0.001
Si 9.571 9.542 12.228 -0.008 -0.008 0.009
Si 6.852 12.284 12.251 0.012 -0.007 0.007
Si 9.574 14.992 12.251 0.004 0.006 -0.006
Si 12.311 1.324 12.221 -0.025 0.011 -0.006
Si 15.05 4.082 12.212 -0.05 -0.029 0.005
Si 12.305 6.813 12.198 0.024 0.015 -0.011
Si 15.07 9.565 12.195 -0.009 0.015 -0.008
Si 12.312 12.272 12.23 0 0.018 0.01
Si 15.066 15.002 12.205 -0.015 0.019 -0.017
Si 0.041 2.715 13.56 -0.024 0.019 0.008
Si 2.787 16.389 13.582 -0.034 -0.032 0.002
Si 0.056 8.251 13.589 -0.069 -0.003 0.021
Si 2.787 5.5 13.55 -0.017 -0.058 -0.056
Si 0.062 13.668 13.572 -0.069 -0.013 0.002
Si 2.797 10.95 13.624 0.009 -0.068 -0.002
Si 5.503 2.717 13.59 0.025 -0.056 0.01
Si 8.184 16.354 13.597 0.043 0.025 0.008
Si 5.52 8.224 13.62 0.017 -0.056 0.003
Si 8.183 5.446 13.593 -0.031 0.044 0.006
Si 5.481 13.65 13.619 -0.016 0.037 -0.01
Si 8.225 10.907 13.619 0.015 0.009 -0.012
Si 10.932 2.71 13.55 0.042 -0.01 -0.02
Si 13.693 16.341 13.572 0.07 -0.005 0.001
Si 10.94 8.159 13.579 0.027 -0.018 -0.008
Si 13.692 5.468 13.563 0.001 0.009 -0.01
Si 10.952 13.619 13.621 0.036 0.003 0.045
Si 13.708 10.905 13.57 0.044 -0.065 -0.009
Si 1.435 4.114 14.873 0.059 0.108 -0.032
Si 4.162 1.34 14.957 0.041 0.035 0.037
Si 1.426 9.611 15.005 0.03 0.021 0.05
Si 4.133 6.861 14.95 0.004 -0.023 0.015
Si 1.436 15.024 14.953 0.1 0.073 0.032
Si 4.177 12.277 15.037 -0.034 0.06 0.1
Si 6.838 4.08 14.991 0.023 0.025 0.047
Si 9.566 1.34 14.907 -0.018 -0.025 0.038
Si 6.885 9.568 15.038 0.012 -0.037 0.061
Si 9.56 6.798 14.951 0.012 -0.005 0.044
Si 6.837 14.996 15.008 -0.041 -0.022 0.059
Si 9.604 12.234 15.007 -0.022 -0.053 0.035
Si 12.31 4.079 14.893 0.001 -0.023 -0.004
Si 15.105 1.287 14.899 -0.063 -0.015 -0.036
Si 12.346 9.508 14.915 -0.001 0.021 0.029
Si 15.085 6.854 14.902 -0.063 -0.026 -0.011
Si 12.359 14.969 14.973 -0.024 -0.01 0.012
Si 15.118 12.263 14.904 0.005 0.068 -0.025
Si 0.089 16.386 16.329 -0.003 -0.064 0.128
Si 2.785 2.753 16.244 -0.099 -0.001 0.04
Si 0.151 5.559 16.202 0.062 -0.197 -0.042
Si 2.863 8.287 16.353 -0.054 -0.067 0.008
Si 0.068 11.01 16.377 -0.103 -0.023 0.133
Si 2.774 13.66 16.363 0.061 -0.014 0.039
Si 5.496 16.397 16.399 -0.041 -0.007 0.128
Si 8.249 2.7 16.33 -0.025 -0.02 0.001
Si 5.407 5.437 16.334 0.094 0.113 0.106
Si 8.257 8.166 16.389 -0.004 -0.04 0.069
Si 5.584 10.957 16.476 -0.029 -0.046 -0.049
Si 8.19 13.579 16.362 0.102 0.099 -0.06
Si 10.941 16.375 16.244 0.032 0.11 0.082
Si 13.734 2.696 16.162 -0.096 0.01 0.052
Si 10.888 5.369 16.284 0.059 0.097 0.001
Si 13.693 8.151 16.299 0.071 0.007 0.093
Si 11.011 10.825 16.333 -0.06 -0.047 0.02
Si 13.769 13.557 16.299 0.094 -0.123 -0.044
Si 1.468 1.441 17.661 0.042 0.087 -0.106
Si 4.001 4.1 17.742 -0.056 0.048 0.028
Si 1.498 6.905 17.66 -0.066 0.015 -0.143
Si 4.175 9.643 17.836 0.009 -0.016 0.018
Si 1.421 12.404 17.854 -0.033 0.111 0.105
Si 4.117 14.998 17.774 -0.042 0.014 -0.092
Si 6.879 1.409 17.744 0.027 -0.02 0.02
Si 9.6 4.014 17.762 0.066 -0.037 0.002
Si 6.797 6.789 17.677 -0.134 -0.016 -0.153
Si 9.74 9.432 17.797 0.087 -0.1 -0.003
Si 6.996 12.244 17.932 0.037 0.05 0.235
Si 9.566 15.002 17.601 -0.139 0.033 -0.098
Si 12.335 1.381 17.542 -0.084 0.023 -0.1
Si 15.228 4.052 17.377 0.127 0.108 -0.294
Si 12.297 6.69 17.597 -0.01 -0.009 -0.19
Si 15.074 9.567 17.637 -0.11 0.044 -0.117
Si 12.423 12.16 17.665 0.222 -0.068 -0.065
Si 15.197 14.876 17.64 0.081 0.004 -0.027
Si 0.115 2.91 18.949 0.013 0.143 0.199
Si 2.7 0.025 19.073 0.101 0.007 0.395
Si 0.153 8.319 18.942 -0.02 0.198 0.291
Si 2.679 5.551 19.178 0.073 0.033 0.141
Si 0.054 13.754 19.39 -0.136 -0.061 0.313
Si 2.823 11.061 19.232 -0.069 -0.027 0.168
Si 5.374 2.733 19.088 0.062 -0.19 0.277
Si 8.301 16.39 19.049 -0.083 -0.038 0.099
Si 5.569 8.229 19.134 0.142 -0.059 0.165
Si 8.02 5.283 19.007 0.004 0.105 0.492
Si 5.535 13.709 19.221 0.04 -0.001 0.07
Si 8.595 10.857 19.299 0.072 -0.066 0.333
Si 11.129 2.731 19.126 0.094 -0.056 0.205
Si 13.779 16.342 18.679 -0.122 -0.102 0.238
Si 11.026 7.873 19.175 -0.255 -0.056 0.328
Si 13.87 5.348 18.654 -0.06 -0.165 0.309
Si 11.067 13.663 18.785 0.224 -0.014 0.281
Si 13.684 10.733 19.162 0.101 -0.098 0.214
Si 0.848 4.702 20.495 0.022 -0.147 0.277
Si 4.356 1.061 20.423 -0.13 0.123 -0.125
Si 1.213 9.865 20.494 -0.041 -0.049 -0.161
Si 4.293 6.737 20.483 0.014 0.003 0.139
Si 1.004 15.812 20.697 0.062 0.117 -0.368
Si 4.123 12.493 20.69 -0.075 0 -0.172
Si 6.333 4.317 20.53 0.165 -0.222 -0.142
Si 10.061 0.961 20.298 0.026 0.176 0.327
Si 7.36 9.168 20.464 0.045 -0.119 -0.002
Si 9.245 6.659 20.414 -0.008 -0.062 -0.422
Si 6.72 15.326 20.492 0.075 0.247 0.048
Si 10.323 12.32 20.523 -0.227 0.398 -0.548
Si 13.171 3.619 20.131 -0.274 -0.105 0.096
Si 15.108 1.343 19.908 -0.15 0.029 0.313
Si 12.706 8.873 20.541 0.151 0.053 -0.128
Si 15.091 6.853 19.959 0.037 0.013 0.284
Si 12.31 15.177 20.071 0.219 0.117 -0.018
Si 15.252 11.925 20.508 0.103 -0.09 -0.157
Si 0.888 3.471 23.41 -0.258 0.038 0.258
Si 16.138 5.009 25.519 0.086 0.059 0.103
Si 5.464 7.959 26.661 0.124 -0.077 0.118
Si 3.135 8.61 22.738 -0.151 -0.116 0.08
Si 2.937 13.473 23.321 0.183 -0.038 0.232
Si 4.281 15.658 24.943 0.212 0.106 0.201
Si 10.2 6.545 25.185 -0.136 0.065 0.217
Si 7.137 3.56 23.487 -0.041 -0.054 0.396
Si 8.732 14.194 22.556 -0.096 0.216 0.199
Si 3.936 14.706 27.986 0.042 -0.057 -0.03
Si 7.543 12.15 24.709 0.111 0.114 0.321
Si 7.002 0.925 25.001 -0.115 -0.025 0.091
Si 15.878 0.036 26.586 -0.084 0.093 0.018
Si 9.769 4.519 22.826 -0.092 0.028 0.09
Si 14.938 2.491 24.764 -0.162 0.002 0.193
Si 12.829 15.703 26.794 -0.038 0.05 -0.035
Si 12.932 12.987 22.141 -0.057 0.176 -0.106
Si 0.004 0.059 29.636 0.034 -0.076 -0.19
Si 3.091 7.483 28.343 0.085 0.009 -0.049
Si 15.717 9.714 27.737 0.016 0.141 -0.071
Si 10.972 12.023 33.007 0.104 -0.136 -0.498
Si 0.861 13.952 25.312 -0.01 -0.025 0.266
Si 15.144 12.381 26.583 0.01 -0.085 0.105
Si 8.252 0.083 27.744 -0.114 0.04 -0.141
Si 7.42 1.964 29.868 0.044 -0.018 -0.129
Si 7.293 5.867 25.585 0.15 -0.044 0.18
Si 5.689 10.553 22.684 0.064 0.074 0.191
Si 9.219 13.846 28.459 -0.155 -0.065 -0.008
Si 12.403 5.022 22.571 0.377 -0.236 0.289
Si 2.641 0.949 22.921 0.074 -0.105 -0.011
Si 12 7.876 23.148 0.037 0.024 0.49
Si 10.031 11.544 26.406 -0.089 -0.028 0.249
Si 11.971 1.864 25.102 0.005 0.051 0.099
Si 10.017 11.932 30.297 0.019 -0.005 -0.084
Si 11.528 4.618 29.901 0.009 0.047 -0.296
Si 0.279 1.898 32.023 -0.098 -0.11 -0.221
Si 3.646 10.079 29.64 0.203 -0.04 -0.047
Si 13.705 8.66 29.257 -0.202 -0.015 0.097
Si 9.656 0.517 23.267 0.018 0.138 0.206
Si 3.13 12.617 32.594 -0.023 -0.025 -0.121
Si 3.016 0.32 30.007 -0.068 0.069 -0.423
Si 13.984 6.441 24.555 0.275 0.126 0.163
Si 9.463 6.872 29.713 -0.077 -0.026 -0.143
Si 2.829 8.785 25.691 0.011 -0.035 0.308
Si 6.282 10.122 28.227 0.033 -0.009 0.15
Si 2.118 12.852 29.777 -0.072 0.036 -0.16
Si 10.632 9.405 28.71 0.099 0.113 -0.092
Si 15.003 7.014 27.15 -0.002 -0.093 0.074
Si 8.245 4.5 28.105 0.159 0.115 -0.051
Si 16.288 8.514 30.445 -0.181 -0.048 -0.252
Si 11.183 4.404 27.01 0.037 -0.067 0.007
Si 12.688 12.986 31.016 0.012 -0.242 -0.228
Si 2.409 3.077 30.231 -0.082 0.187 -0.449
Si 0.784 4.563 32.964 0.088 -0.001 -0.247
Si 1.425 9.869 32.989 -0.08 0.048 0.095
Si 1.405 5.711 30.205 -0.053 -0.016 -0.275
Si 15.417 13.543 29.515 0.092 -0.072 -0.036
Si 5.729 12.659 26.898 0.025 -0.01 0.134
Si 6.904 4.694 33.085 -0.044 0.061 -0.007
Si 5.177 3.207 31.292 -0.18 0.029 -0.433
Si 7.894 7.589 32.343 -0.149 0.218 -0.367
Si 10.189 2.163 30.956 -0.129 -0.054 -0.422
Si 4.051 1.045 32.947 0.005 -0.02 -0.26
Si 6.175 11.85 33.124 0.206 -0.203 -0.092
Si 12.479 12.913 25.302 -0.044 -0.079 0.381
Si 11.963 3.796 32.71 -0.025 0.12 -0.105
Si 6.218 9.744 31.117 -0.01 -0.1 -0.163
Si 10.861 16.287 28.953 -0.027 0.06 -0.114
Si 2.918 11.788 25.595 -0.034 -0.06 0.225
Si 11.991 14.666 33.269 0.081 -0.078 -0.219
O 0.265 0.821 33.266 -0.222 -0.158 0.358
O 14.671 1.418 34.785 0.124 0.072 -0.181
O 2.976 1.424 34.127 0.06 0.205 0.274
O 1.819 3.917 34.055 -0.177 0.091 0.171
O 14.602 7.268 34.7 0.377 -0.396 0.326
O 16.285 5.698 33.675 0.098 0.113 0.148
O 2.298 8.748 33.801 0.107 -0.168 -0.029
O 2.404 11.132 32.63 -0.093 -0.241 0.087
O 0.223 10.392 33.957 0.055 0.138 0.166
O 14.63 8.662 30.644 -0.014 -0.071 -0.117
O 2.539 13.579 33.789 0.217 0.199 0.357
O 0.477 12.872 29.819 0.118 0.108 0.042
O 5.09 0.003 33.632 0.093 0.081 -0.141
O 3.587 0.356 31.536 0.124 -0.23 0.298
O 7.815 3.504 33.76 -0.002 -0.052 0.139
O 6.304 4.327 31.604 0.331 0.236 -0.007
O 3.956 6.924 34.657 -0.102 -0.258 0.768
O 5.621 4.998 34.019 0.078 -0.163 0.045
O 9.801 6.746 34.823 -0.032 0.086 0.432
O 8.32 8.474 33.651 -0.053 -0.025 0.309
O 2.705 13.368 31.202 0.249 0.077 0.204
O 4.06 12.208 0.004 -0.029 0.138 0.161
O 7.302 12.892 33.711 0.169 0.35 0.13
O 6.783 15.088 34.992 -0.079 0.09 0.069
O 9.304 1.315 34.503 0.334 -0.071 0.041
O 11.307 16.094 33.657 -0.102 0.038 -0.068
O 13.192 3.177 33.578 0.071 -0.144 0.289
O 10.898 2.574 32.37 0.111 -0.126 0.238
O 11.281 4.942 33.677 -0.051 0.173 0.447
O 8.569 1.931 31.049 -0.051 0.194 0.23
O 15.733 8.424 26.728 -0.089 0.13 0.018
O 10.37 3.469 29.99 -0.263 0.038 0.122
O 10.664 10.815 34.009 0.092 0.169 0.152
O 12.551 9.226 34.778 0.03 0.163 0.363
O 15.004 12.315 34.616 0.081 0.04 0.448
O 13.39 14.413 34.072 0.114 0.312 -0.163
O 2.294 7.831 26.931 0.089 0.188 -0.289
O 1.288 4.191 22.015 0.022 0.057 -0.297
O 3.68 1.609 21.837 0.038 0.241 -0.065
O 8.257 0.539 24.082 0.179 -0.281 -0.079
O 2.477 8.215 24.201 0.01 -0.191 -0.449
O 1.938 9.276 21.851 0.065 0.071 0.051
O 5.4 5.606 20.973 -0.152 0.08 -0.065
O 4.391 9.622 22.991 -0.002 0.1 0.214
O 13.398 2.162 24.353 0.216 -0.183 -0.213
O 1.816 16.165 22.126 -0.342 -0.447 0.075
O 5.213 11.767 21.698 -0.014 0.313 -0.009
O 3.089 13.377 21.697 -0.106 0.074 -0.288
O 6.48 3.543 22.002 0.047 -0.018 -0.328
O 4.067 15.926 29.052 0.095 -0.002 0.094
O 9.433 1.215 21.809 -0.187 -0.043 -0.39
O 10.072 5.286 24.202 0.089 -0.134 -0.362
O 6.808 9.667 21.923 0.088 -0.014 0.037
O 2.592 11.297 29.603 -0.236 -0.126 0.079
O 9.305 5.566 21.676 0.039 -0.134 0.137
O 8.35 7.927 20.993 0.229 0.337 -0.281
O 7.382 14.909 21.959 -0.159 -0.009 -0.054
O 5.543 0.015 20.944 0.118 -0.139 -0.489
O 9.326 13.347 21.316 -0.133 -0.318 0.139
O 11.708 12.088 21.456 -0.291 -0.332 -0.096
O 13.467 4.571 21.463 -0.007 0.202 0.05
O 11.227 3.884 22.445 -0.018 0.029 -0.087
O 13.928 2.227 20.697 -0.039 0.285 -0.252
O 14.006 7.819 20.821 -0.186 0.16 -0.215
O 11.976 9.11 22.077 0.082 0.125 -0.443
O 15.076 3.779 25.782 -0.12 -0.104 -0.052
O 16.114 5.878 20.879 0.203 -0.142 -0.243
O 12.954 14.456 21.412 0.269 -0.2 0.142
O 11.293 16.32 20.68 -0.433 -0.006 -0.472
O 0.016 10.865 21.084 -0.21 -0.08 -0.427
O 14.394 12.3 21.878 -0.126 0.075 0.077
O 7.047 5.014 24.22 -0.052 0.141 -0.128
O 3.325 0.364 24.273 -0.143 -0.066 -0.317
O 1.079 4.395 24.792 0.14 -0.12 -0.162
O 15.732 2.93 23.402 -0.094 -0.181 -0.384
O 7.743 6.061 32.874 0.255 -0.286 0.264
O 4.449 8.873 25.796 -0.076 0.243 -0.308
O 14.203 12.914 30.425 -0.275 -0.231 0.216
O 4.171 14.329 23.994 0.186 0.067 -0.171
O 3.061 11.965 23.966 0.176 -0.027 0.075
O 15.07 13.266 27.952 -0.225 -0.062 -0.025
O 11.129 5.94 26.4 -0.068 0.243 -0.188
O 5.797 16.241 24.928 0.112 -0.236 0.086
O 7.501 0.535 29.106 0.142 -0.214 0.271
O 13.09 5.167 24.047 -0.242 -0.093 -0.137
O 6.528 2.412 24.49 -0.147 0.15 -0.037
O 4.665 7.265 27.927 0.133 -0.015 0.096
O 8.645 11.27 25.569 -0.287 0.005 0.192
O 6.465 11.153 23.997 -0.113 -0.139 -0.221
O 3.664 7.297 21.92 0.066 -0.105 -0.224
O 1.476 14.081 23.799 -0.173 0.225 0.015
O 9.849 15.286 23.089 -0.121 -0.216 0.134
O 8.354 13.12 23.705 0.26 0.159 0.092
O 8.777 12.77 29.615 0.152 -0.021 0.154
O 11.803 6.511 22.241 -0.356 -0.111 -0.353
O 7.525 0.888 26.543 -0.041 -0.091 0.149
O 16.06 0.4 20.907 0.349 -0.029 -0.23
O 10.885 7.821 24.389 0.091 0.112 -0.238
O 8.732 3.34 23.197 -0.021 -0.199 -0.047
O 12.26 14.328 26.116 -0.026 0.06 -0.09
O 15.566 6.07 24.371 -0.312 -0.025 -0.266
O 12.788 13.211 23.74 0.182 0.206 -0.336
O 10.83 1.343 24.056 -0.001 0.146 0.052
O 12.339 15.929 28.348 0.021 -0.061 0.082
O 13.65 12.044 26.052 0.11 -0.023 -0.287
O 12.226 0.599 26.061 -0.129 -0.064 -0.082
O 12.33 14.47 31.66 -0.27 0.244 0.296
O 9.792 12.006 31.897 -0.057 0.078 0.162
O 2.588 6.188 29.177 -0.123 -0.125 0.122
O 2.29 10.316 25.905 0.131 0.114 0.191
O 9.723 8.055 28.61 0.062 -0.184 -0.237
O 0.73 9.162 31.675 0.272 -0.064 0.174
O 4.592 9.961 30.974 0.087 0.204 0.02
O 16.055 11.059 26.908 0.157 -0.048 -0.033
O 15.824 13.197 25.344 -0.136 0.013 -0.269
O 3.754 15.313 26.464 -0.058 -0.265 -0.074
O 6.672 13.159 25.672 -0.159 -0.047 -0.114
O 5.328 13.847 27.939 -0.056 -0.085 0.252
O 8.648 6.814 25.638 -0.03 0.225 0.132
O 1.281 4.129 29.638 0.111 -0.235 0.164
O 11.608 3.213 25.968 0.15 0.062 -0.239
O 10.532 10.23 27.282 -0.186 0.086 -0.246
O 11.174 11.941 25.327 0.318 0.256 -0.373
O 6.672 8.922 27.196 -0.125 -0.086 -0.205
O 0.63 15.406 26.035 0.036 -0.192 -0.167
O 6.692 11.59 27.686 -0.109 0.173 0.099
O 7.618 3.232 28.875 -0.234 0.024 -0.192
O 8.151 14.839 27.697 -0.045 0.056 0.021
O 9.84 0.537 27.82 -0.005 -0.096 -0.2
O 8.399 5.795 29.098 -0.263 0.216 0.292
O 1.784 2.151 23.558 0.262 -0.332 0.028
O 14.444 15.679 26.71 -0.03 -0.15 0.203
O 15.688 1.248 25.519 0.201 0.024 -0.177
O 13.506 7.81 23.816 -0.233 -0.106 -0.167
O 6.848 11.026 31.889 -0.095 0.118 0.036
O 9.999 10.378 29.841 -0.187 -0.01 -0.016
O 14.218 7.233 28.573 -0.043 -0.003 0.019
O 10.19 14.849 29.316 -0.127 0.081 -0.104
O 15.956 1.236 30.698 0.139 0.072 0.16
O 10.932 0.865 30.259 0.14 -0.195 0.17
O 1.811 2.348 31.585 -0.068 -0.22 0.227
O 0.231 9.351 29.052 0.181 0.02 0.021
O 15.461 15.145 29.816 -0.048 -0.106 0.116
O 16.125 3.384 32.461 0.041 0.224 0.098
O 2.874 8.67 29.442 -0.018 0.114 0.162
O 0.275 6.91 30.206 -0.219 0.039 -0.214
O 3.841 3.821 30.561 0.12 0.099 0.049
O 1.898 12.961 26.118 -0.14 0.279 -0.042
O 12.095 8.877 29.29 0.112 0.069 0.052
O 16.312 0.575 28.077 0.072 0.314 -0.075
O 2.723 13.75 28.55 0.004 0.061 0.076
O 4.772 12.548 32.623 0.167 0.261 0.217
O 1.641 5.37 31.801 -0.164 -0.052 0.384
O 2.791 1.797 29.286 0.264 -0.032 0.12
O 5.89 2.044 30.401 -0.04 0.02 0.258
O 4.745 2.497 32.684 0.123 -0.016 0.199
O 8.951 7.552 31.101 0.089 -0.025 0.182
O 6.509 8.29 31.799 -0.118 -0.074 -0.02
O 16.161 5.831 26.961 -0.133 -0.14 0.037
O 6.022 6.854 25.641 -0.075 -0.09 0.014
O 1.537 16.012 30.001 0.089 -0.235 0.043
O 4.655 10.209 28.372 -0.044 0.025 -0.055
O 6.95 9.759 29.654 -0.109 -0.207 -0.078
O 5.843 10.674 34.227 -0.287 -0.006 0.342
O 9.649 4.06 27.422 -0.041 -0.105 0.128
O 13.772 6.644 26.153 -0.254 0.094 -0.174
O 12.471 4.408 31.243 0.024 0.099 0.167
O 12.141 4.439 28.369 -0.084 0.032 0.21
O 10.873 6.104 30.011 0.033 -0.049 0.002
O 7.236 4.888 26.888 0.05 -0.228 0.094
O 14.189 9.909 28.305 -0.097 -0.007 0.279
O 4.355 12.002 26.319 -0.076 -0.084 -0.335
O 10.942 13.485 33.751 -0.213 0.148 0.377
O 12.46 11.913 32.261 -0.06 -0.083 0.395
O 9.891 12.887 27.328 0.272 0.209 0.153
O 11.532 12.533 29.924 0.078 0.314 -0.221
Si 16.336 0.057 5.346 0.016 -0.012 -0.027
Si 2.678 2.745 5.349 -0.002 0.002 -0.078
Si 16.344 5.48 5.428 0.013 -0.006 -0.017
Si 2.735 8.164 5.414 -0.008 0.048 -0.015
Si 16.36 10.978 5.45 0.066 0.015 0.013
Si 2.694 13.7 5.411 0.018 -0.003 -0.024
Si 5.408 0.05 5.351 0.031 -0.069 -0.012
Si 8.15 2.708 5.341 0.004 -0.016 -0.078
Si 5.415 5.437 5.364 -0.034 -0.03 -0.05
Si 8.163 8.171 5.418 -0.009 -0.078 -0.008
Si 5.445 10.932 5.385 0.036 0.046 -0.022
Si 8.194 13.674 5.345 -0.042 -0.009 -0.017
Si 10.907 16.374 5.324 -0.007 0.038 -0.072
Si 13.622 2.694 5.412 -0.02 -0.011 -0.009
Si 10.88 5.425 5.423 -0.031 -0.041 0.005
Si 13.645 8.182 5.441 -0.009 0.027 0.032
Si 10.912 10.946 5.413 -0.001 -0.025 0.002
Si 13.611 13.729 5.38 0.004 -0.022 -0.014
Si 1.328 1.381 6.734 -0.008 0.004 -0.014
Si 4.06 4.08 6.742 0.025 0.015 -0.006
Si 1.35 6.821 6.779 0.006 -0.016 0.003
Si 4.1 9.553 6.76 0.03 -0.038 -0.011
Si 1.349 12.329 6.788 -0.033 0.02 0.016
Si 4.091 15.058 6.743 0.012 -0.025 0.008
Si 6.798 1.368 6.736 -0.044 0.045 0.023
Si 9.516 4.046 6.755 0.034 0.036 0.01
Si 6.785 6.798 6.754 -0.011 0.078 -0.006
Si 9.544 9.556 6.761 0.003 0.025 -0.002
Si 6.831 12.307 6.729 -0.03 -0.002 -0.013
Si 9.558 15.023 6.727 0.015 -0.03 -0.002
Si 12.255 1.32 6.748 0.035 0.004 0.009
Si 14.996 4.076 6.768 -0.011 0.033 0.008
Si 12.264 6.801 6.776 0.001 0.032 -0.004
Si 15.013 9.571 6.789 -0.048 0.011 0.006
Si 12.288 12.32 6.761 0.012 -0.019 -0.013
Si 15.003 15.073 6.74 -0.054 0.035 -0.008
Si 16.389 2.735 8.132 -0.002 0.002 -0.002
Si 2.712 0.012 8.101 -0.012 -0.013 -0.002
Si 16.4 8.205 8.138 0.022 0.008 -0.002
Si 2.723 5.454 8.132 -0.006 0.014 -0.004
Si 16.375 13.701 8.119 0 -0.044 0.005
Si 2.739 10.941 8.114 0.008 0.015 0.004
Si 5.444 2.73 8.112 0.002 -0.019 0.005
Si 8.183 16.392 8.093 0 -0.016 -0.017
Si 5.459 8.19 8.129 -0.01 -0.012 0.03
Si 8.171 5.44 8.115 0.008 -0.042 -0.013
Si 5.47 13.679 8.097 0.02 0 0.013
Si 8.183 10.935 8.114 -0.006 -0.032 0.02
Si 10.903 2.694 8.12 -0.017 -0.014 -0.01
Si 13.641 16.399 8.136 0.017 -0.013 0.004
Si 10.915 8.192 8.129 0.025 0.002 -0.007
Si 13.641 5.442 8.139 -0.001 -0.008 0.002
Si 10.914 13.669 8.125 0.003 -0.015 0.002
Si 13.65 10.947 8.136 0.01 -0.026 0
Si 1.366 4.091 9.502 0.006 0.008 -0.001
Si 4.095 1.354 9.478 -0.002 0.019 -0.008
Si 1.385 9.574 9.487 -0.007 0.007 0.015
Si 4.099 6.824 9.494 -0.015 0.01 -0.003
Si 1.37 15.038 9.48 -0.019 0.017 -0.002
Si 4.122 12.3 9.473 0.003 -0.003 0
Si 6.818 4.08 9.489 -0.005 0.051 0
Si 9.55 1.329 9.492 0.016 0.032 -0.013
Si 6.833 9.56 9.488 0 0.003 0.009
Si 9.548 6.811 9.478 0.004 0.027 -0.005
Si 6.842 15.02 9.48 0 -0.001 0
Si 9.559 12.286 9.49 0.002 0.005 0.002
Si 12.277 4.061 9.491 0 0.007 -0.003
Si 15.03 1.355 9.492 -0.013 0.023 -0.016
Si 12.292 9.56 9.491 -0.003 0.019 0.01
Si 15.031 6.819 9.486 -0.024 -0.013 -0.006
Si 12.292 15.015 9.5 0.008 -0.002 -0.003
Si 15.038 12.306 9.488 -0.012 0.018 -0.001

Results
total energy: -115455.141 eV
total energy less fixed offsets of O -438.35, Si -107.03 eV per atom: 11.199 eV
